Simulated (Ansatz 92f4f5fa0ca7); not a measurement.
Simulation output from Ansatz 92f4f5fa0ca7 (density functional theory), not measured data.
Periodic cell of 225 atoms, Si132O91As2, from a study of silicon, its oxide and their interface. The atomic structure is a simulated model.
Doubt: the cutoff is far below the 930 eV that the study's wrapper takes by default for these files, so forces and energies are approximate.
This geometry differs little from another in the collection (a relaxation step or a small displacement).

Settings: functional PBE; potential files Ansatz PAW; basis plane waves; wave-function cutoff 580 eV; density cutoff ratio 5; exchange-correlation grid ratio 1; k mesh 1 x 1 x 1, Gamma-centred; self-consistency stop 5e-08 eV per atom in the density residual; occupations fixed; spin none; net charge 0.

Cell vectors (angstrom)
a, 10.938, 0, 0
b, 0, 10.938, 0
c, 0, 0, 31.9494

Atoms: element, x, y, z (angstrom)
Si, 10.63, 0.0176, 24.4388
Si, 5.0887, 0.1497, 24.683
Si, 2.8314, 2.3064, 24.5357
Si, 8.5807, 2.4542, 24.5788
Si, 10.7217, 5.6038, 24.3542
Si, 5.168, 5.6341, 24.4575
Si, 2.9962, 7.9702, 24.4126
Si, 8.4392, 7.8486, 24.4405
Si, 1.3039, 1.144, 25.8466
Si, 6.8256, 1.3477, 25.7587
Si, 3.9977, 4.0232, 25.7354
Si, 9.6995, 4.0372, 25.8643
Si, 1.352, 6.8079, 25.6833
Si, 6.8146, 6.7366, 25.7579
Si, 4.0101, 9.4826, 25.9599
Si, 9.496, 9.4554, 25.8262
Si, 2.6449, -0.1227, 27.2982
Si, 8.149, -0.0541, 27.1603
Si, 0.0909, 2.6679, 27.2164
Si, 5.4624, 2.7392, 27.123
Si, 2.6807, 5.4259, 27.1162
Si, 8.2013, 5.3815, 27.1426
Si, 0.0265, 8.1635, 27.1448
Si, 5.521, 8.1548, 27.1836
Si, 4.098, 1.3416, 28.5008
Si, 9.5527, 1.3333, 28.5072
Si, 1.403, 4.0756, 28.5734
Si, 6.8211, 4.0709, 28.5358
Si, 4.0945, 6.7843, 28.4868
Si, 9.5686, 6.7907, 28.4855
Si, 1.3021, 9.4845, 28.6416
Si, 6.8332, 9.5409, 28.5739
Si, -0.0282, -0.005, 29.919
Si, 5.4642, -0.004, 29.8986
Si, 2.7693, 2.716, 29.9075
Si, 8.2021, 2.7173, 29.8896
Si, -0.0012, 5.4542, 29.8925
Si, 5.4648, 5.4563, 29.892
Si, 2.7566, 8.1593, 29.9083
Si, 8.229, 8.1786, 29.8927
Si, 1.3673, 1.3673, 31.2657
Si, 6.8362, 1.3673, 31.2657
Si, 4.1018, 4.1018, 31.2657
Si, 9.5708, 4.1018, 31.2657
Si, 1.3673, 6.8362, 31.2657
Si, 6.8362, 6.8362, 31.2657
Si, 4.1018, 9.5708, 31.2657
Si, 9.5708, 9.5708, 31.2657
Si, 2.7345, 0, 0.6835
Si, 8.2035, 0, 0.6835
Si, 0, 2.7345, 0.6835
Si, 5.469, 2.7345, 0.6835
Si, 2.7345, 5.469, 0.6835
Si, 8.2035, 5.469, 0.6835
Si, 0, 8.2035, 0.6835
Si, 5.469, 8.2035, 0.6835
Si, 4.1009, 1.3706, 2.0565
Si, 9.6011, 1.3409, 2.0404
Si, 1.3635, 4.1278, 2.0518
Si, 6.8442, 4.1152, 2.0343
Si, 4.096, 6.8371, 2.0338
Si, 9.5871, 6.8307, 2.057
Si, 1.3582, 9.6035, 2.0432
Si, 6.8365, 9.6074, 2.0435
Si, 0.0349, 0.0234, 3.4725
Si, 5.4901, 0.0352, 3.4422
Si, 2.7121, 2.749, 3.393
Si, 8.2665, 2.7659, 3.3316
Si, 0.0383, 5.502, 3.469
Si, 5.4866, 5.5034, 3.3932
Si, 2.7305, 8.2363, 3.3619
Si, 8.2657, 8.2879, 3.3614
Si, 1.382, 1.4307, 4.84
Si, 6.9196, 1.4586, 4.7214
Si, 4.099, 4.1149, 4.7207
Si, 9.6205, 4.0587, 4.7668
Si, 1.3719, 6.9761, 4.8151
Si, 6.8857, 6.9397, 4.6698
Si, 4.08, 9.5733, 4.7493
Si, 9.6334, 9.5656, 4.8324
Si, 2.7657, 0.0168, 6.1421
Si, 8.2952, 0.0948, 6.0828
Si, 0.0274, 2.7779, 6.2929
Si, 5.5345, 2.8156, 6.07
Si, 2.7912, 5.5641, 6.0371
Si, 8.2878, 5.5755, 5.9422
Si, 0.0648, 8.2979, 6.3672
Si, 5.5292, 8.2603, 6.0751
Si, 4.443, 1.1471, 7.3154
Si, 9.8025, 1.1333, 7.6157
Si, 1.2222, 4.4863, 7.4555
Si, 6.6875, 4.5165, 7.2307
As, 4.288, 6.8062, 7.5523
Si, 9.7588, 6.5933, 7.4898
Si, 1.2829, 9.9294, 7.7251
Si, 6.7206, 9.8976, 7.3746
O, 9.5934, 1.2567, 23.9919
O, 4.1125, 6.82, 23.9482
O, 4.0227, 1.2538, 24.0328
O, 9.5524, 6.717, 23.9136
O, 0.026, 5.5348, 7.9731
O, 5.572, 0.0592, 7.8716
O, 0.0582, 0.0717, 8.1194
O, 5.6659, 5.619, 7.9407
O, 7.6896, 3.8735, 8.3748
O, 8.79, 7.0043, 8.781
O, 2.1574, 9.5316, 9.1082
O, 8.9228, 1.6141, 8.9598
O, 7.6071, 9.3809, 8.6724
O, 3.6386, 1.7835, 8.5961
O, 2.1199, 4.0029, 8.7662
O, 8.1615, 3.5159, 23.3775
O, 0.4642, 4.9547, 22.9704
O, 1.9094, 2.756, 23.2481
O, 5.851, 4.9404, 23.123
O, 5.5671, 10.0228, 23.5297
O, 2.452, 8.7107, 23.0305
O, 0.1871, 10.0781, 23.1088
O, 7.8334, 8.6102, 23.0988
Si, 8.6528, 7.7274, 18.4513
Si, 8.7377, 6.3398, 13.6527
Si, 3.735, 1.5195, 14.7556
Si, 2.1153, 5.7786, 17.6563
Si, 2.42, 3.1786, 19.5106
Si, 9.7172, 9.0137, 12.1302
Si, 1.3284, 9.4411, 22.0981
Si, 9.0956, 0.949, 13.2169
Si, 1.4583, 5.0992, 12.9833
Si, 1.7244, 8.3746, 13.0244
Si, 6.6933, 9.5853, 22.4585
Si, 4.4776, 4.5817, 15.733
Si, 8.2319, 2.9682, 9.5888
Si, 0.8327, 8.271, 19.2905
Si, 6.9734, 1.3786, 21.115
Si, 8.2428, 8.2657, 9.6792
Si, 10.9079, 5.272, 15.6069
Si, 7.5011, 9.5191, 16.3445
Si, 9.9373, 2.1085, 20.2928
As, 2.9673, 8.2614, 10.1637
Si, 6.675, 3.3874, 17.4348
Si, 1.1676, 0.243, 19.8279
Si, 3.2106, 2.7869, 12.286
Si, 7.2264, 5.419, 19.7066
Si, 5.7379, 8.5632, 11.535
Si, 5.77, 5.9887, 13.2324
Si, 4.5921, 9.7342, 17.727
Si, 1.0324, 3.6238, 22.1874
Si, 4.9069, 1.5265, 18.8452
Si, 3.211, 3.0503, 9.5052
Si, 6.3721, 10.7754, 13.7726
Si, 10.2457, 0.1606, 16.0366
Si, 5.6588, 3.5954, 11.1614
Si, 9.8292, 3.8789, 11.9363
Si, 2.2373, 9.9605, 15.7516
Si, 6.0868, 8.1427, 19.8525
Si, 6.9585, 3.9992, 22.3924
Si, 9.7404, 2.8592, 17.371
O, 7.1611, 6.2729, 14.0465
O, 1.8769, 7.0803, 18.7184
O, 10.3184, 4.0697, 16.4888
O, 6.0947, 9.9534, 17.0807
O, 10.0483, 0.6685, 14.5043
O, 8.4427, 6.1418, 18.8618
O, 5.0846, 0.6315, 14.4215
O, 5.7392, 2.0647, 17.5584
O, 8.3538, 1.9824, 20.5486
O, 1.9695, 4.3248, 18.423
O, 6.9605, 2.7613, 10.6169
O, 4.8455, 2.6361, 12.2022
O, 5.977, 4.4122, 16.3806
O, 4.5681, 3.89, 9.9477
O, 10.7003, 2.8091, 21.5556
O, 9.7321, 6.2063, 14.9563
O, 6.0174, 6.5085, 19.8783
O, 4.0699, 0.2182, 18.3589
O, 9.1863, 10.5506, 12.2755
O, 2.8627, 4.3481, 12.6597
O, 1.8995, 10.7346, 21.2404
O, 4.0037, 2.7778, 19.399
O, 0.6261, 10.108, 16.1313
O, 1.2796, 9.8275, 18.8769
O, 1.7246, 1.6956, 19.2981
O, 8.8266, 10.4645, 16.5691
O, 4.8578, 8.6168, 18.8881
O, 9.5727, 8.7366, 10.5206
O, 6.7294, 4.1177, 18.8856
O, 2.7873, 1.7327, 13.4285
O, 5.8623, 8.7832, 21.3199
O, 2.5229, 2.4309, 10.8552
O, 7.6453, 4.8703, 21.1868
O, 5.2177, 7.3876, 12.5676
O, 0.2781, 9.0106, 12.7096
O, 7.4909, 1.031, 13.5548
O, 7.0521, 9.6296, 14.7664
O, 8.9712, 5.022, 12.7156
O, 8.0737, 8.067, 16.9263
O, 6.2358, 2.5982, 21.9295
O, 2.2874, 8.9872, 14.4264
O, 0.4124, 4.4724, 11.8948
O, 0.8009, 8.3384, 20.9606
O, 9.3875, 3.7928, 10.3775
O, 9.6137, 2.3758, 12.5833
O, 7.62, 8.5878, 19.4121
O, 2.6808, 8.9149, 11.8212
O, 3.95, 3.0302, 15.4139
O, 0.9168, 4.6309, 14.447
O, 10.0463, 3.0717, 18.964
O, 8.976, 7.7952, 12.9474
O, 10.5133, 0.5858, 20.0674
O, 6.0399, 4.9559, 11.9747
O, 8.1461, 2.8498, 17.011
O, 3.4943, 5.4876, 16.7371
O, 4.6805, 8.8435, 10.2899
O, 1.6374, 6.7263, 12.9695
O, 4.706, 5.4387, 14.3519
O, 2.0612, 3.8914, 20.9409
O, 10.4887, 1.4723, 16.967
O, 0.9185, 6.1384, 16.5998
O, 7.3741, 10.9777, 21.9482
O, 5.936, 0.9424, 19.957
O, 5.9988, 9.9475, 12.3947
O, 2.7819, 0.564, 15.6633
O, 7.0826, 7.9577, 10.7926
O, 10.239, 8.0473, 18.7015
O, 3.348, 9.2389, 16.761

Results
free energy: -145376.389 eV
free energy less fixed offsets of As -4856.12, O -568.88, Si -635.61 eV per atom: 4.451 eV

Forces (eV/angstrom), in the order of the atoms: element, x, y, z
Si, 0.0031, 0.0106, -0.0223
Si, -0.0021, 0.0114, -0.0179
Si, 0.0059, -0.0035, -0.0205
Si, 0.0074, 0.001, -0.0142
Si, -0.0137, -0.0017, -0.0089
Si, -0.0119, 0.0119, -0.0256
Si, 0.0051, 0.0027, -0.0073
Si, 0.0049, -0.0128, -0.0146
Si, 0.0082, 0.003, 0.0255
Si, 0.017, 0.0016, -0.0102
Si, 0, 0.0119, -0.0063
Si, 0.0126, 0.0093, 0.0074
Si, 0.0112, 0.0108, -0.0102
Si, 0.0098, 0.0118, 0.0136
Si, 0.0025, 0.003, 0.0206
Si, 0.0062, 0.0109, -0.0037
Si, -0.0252, -0.0165, 0.0133
Si, -0.0407, -0.019, 0.0024
Si, 0.0056, 0.0049, 0.0153
Si, 0.0017, 0.0057, -0.0055
Si, -0.0194, -0.0228, -0.0141
Si, -0.021, -0.0101, -0.0064
Si, -0.0132, -0.0053, -0.0034
Si, 0.0011, 0.0063, 0.0027
Si, -0.0343, -0.0371, 0.0277
Si, 0.0091, 0.0256, 0.0242
Si, -0.057, 0.0009, -0.0395
Si, -0.0067, 0.0052, -0.0062
Si, 0.0103, 0.0416, 0.0347
Si, -0.0271, 0.0034, 0.0521
Si, 0.0571, 0.0525, -0.1082
Si, -0.0162, 0.0017, -0.038
Si, -0.0063, 0.0446, 0.0222
Si, 0.0077, 0.0136, 0.0108
Si, 0.0051, -0.0468, 0.0103
Si, 0.0252, -0.0041, 0.0133
Si, 0.0289, 0.0107, 0.0078
Si, 0.0097, 0.0081, 0.0026
Si, 0.046, -0.0422, 0.0231
Si, 0.0192, -0.021, 0.002
Si, 0.0945, 0.0492, -0.0731
Si, 0.0338, -0.0182, -0.0218
Si, 0.1062, -0.0561, 0.0934
Si, -0.0842, -0.1122, -0.0822
Si, 0.03, -0.1529, 0.0312
Si, 0.0533, -0.0122, -0.1159
Si, -0.0308, -0.058, -0.0283
Si, -0.185, -0.1545, 0.1572
Si, 0.0055, 0.0486, -0.0669
Si, -0.0189, 0.0455, -0.1499
Si, 0.0742, 0.0814, 0.0176
Si, 0.016, 0.0548, 0.0338
Si, -0.0673, -0.0622, -0.1199
Si, 0.0449, 0.0836, -0.0736
Si, 0.0568, 0.0838, 0.0223
Si, 0.094, 0.1371, 0.04
Si, 0.0002, -0.0028, -0.0109
Si, 0.0333, -0.0159, -0.0127
Si, -0.0338, 0.0109, -0.0065
Si, -0.0472, 0.0132, -0.0388
Si, -0.0076, 0.0253, -0.0082
Si, 0.0174, 0.0034, -0.0175
Si, -0.0302, -0.0154, -0.012
Si, -0.061, -0.0071, -0.0122
Si, -0.0104, 0.0101, -0.0617
Si, 0.0065, 0.0099, -0.0219
Si, 0.0872, -0.0018, 0.0257
Si, -0.0382, -0.0137, 0.0906
Si, -0.0002, 0.0019, -0.0508
Si, 0.039, -0.0331, 0.0107
Si, 0.0415, -0.0062, 0.0626
Si, -0.0035, -0.1054, 0.0349
Si, 0.0539, 0.0182, 0.0476
Si, 0.0293, 0.0107, -0.0091
Si, -0.0256, -0.0507, -0.0557
Si, 0.0093, 0.0287, 0.0054
Si, 0.0272, 0.0029, 0.0133
Si, 0.055, 0.0629, -0.0599
Si, 0.0005, -0.0257, -0.0051
Si, 0.0169, -0.0056, 0.0538
Si, -0.0605, -0.0591, -0.0054
Si, -0.0179, 0.0117, 0.0213
Si, -0.0259, -0.0168, 0.007
Si, -0.0161, 0.0139, 0.0129
Si, 0.0767, 0.0215, 0.166
Si, -0.0184, -0.0313, -0.0072
Si, -0.0131, -0.0315, 0.0071
Si, 0.09, -0.027, 0.1102
Si, -0.0191, -0.0223, 0.0651
Si, 0.015, -0.0216, 0.0735
Si, 0.0665, 0.0407, 0.0316
Si, 0.063, 0.0654, 0.256
As, 0.1512, -0.255, -0.0148
Si, 0.0072, 0.0152, 0.0125
Si, 0.1157, 0.0041, 0.1444
Si, -0.0389, -0.0478, 0.0376
O, -0.0111, -0.0025, 0.0207
O, 0.0057, -0.0103, 0.0162
O, -0.0003, 0.0064, 0.024
O, 0.0026, 0.0041, 0.0128
O, 0.0364, -0.0219, 0.0229
O, 0.0313, 0.0216, 0.0108
O, 0.0071, 0.0021, -0.017
O, -0.0324, -0.0707, -0.2294
O, -0.2545, 0.1533, -0.1952
O, 0.0214, 0.0213, -0.0099
O, -0.2643, 0.212, -0.471
O, 0.006, 0.0357, -0.0563
O, 0.0054, 0.0323, -0.0156
O, 0.0008, 0.0362, 0.0088
O, -0.0591, 0.0209, -0.0477
O, 0.0031, 0.0011, 0.019
O, -0.0008, 0.0047, 0.0141
O, 0.002, -0.012, 0.0288
O, -0.002, -0.0005, 0.0148
O, -0.0162, 0.0049, 0.035
O, -0.0029, 0.0023, 0.0178
O, 0.0027, -0.0085, 0.0099
O, 0.0004, 0.0043, 0.0134
Si, -0.0102, 0.0079, -0.0202
Si, -0.0194, -0.0134, 0.0241
Si, -0.0257, -0.0067, 0.0017
Si, -0.0037, -0.004, -0.013
Si, 0.0086, 0.0074, -0.0203
Si, -0.0074, -0.0007, -0.0131
Si, -0.0091, -0.0014, -0.0024
Si, -0.0005, 0.0101, 0.0194
Si, -0.0106, 0.0245, 0.0389
Si, 0.1722, 0.0292, -0.2225
Si, -0.0001, -0.0048, -0.0272
Si, -0.0107, 0.0065, 0.0009
Si, -0.0457, 0.0539, -0.0355
Si, -0.0018, -0.0009, -0.0143
Si, -0.0113, -0.0024, -0.0278
Si, 0.0385, -0.0313, 0.0165
Si, -0.0161, -0.0198, 0.0049
Si, -0.0101, 0.0026, 0.0052
Si, -0.003, 0.0062, -0.035
As, 0.0428, -0.3014, 0.1237
Si, -0.0021, -0.0061, -0.0117
Si, -0.0011, 0.01, -0.0192
Si, 0.026, -0.0231, -0.0072
Si, -0.0095, 0.0046, -0.0227
Si, -0.1784, -0.016, -0.046
Si, -0.0229, 0.0445, -0.007
Si, 0.0007, 0.0045, -0.0143
Si, -0.0013, 0.0013, -0.0264
Si, -0.0049, 0.0011, -0.0197
Si, 0.0254, -0.0211, 0.0176
Si, -0.005, -0.034, -0.0142
Si, 0.007, 0.0018, 0.0018
Si, 0.0005, -0.0056, -0.0095
Si, -0.0225, 0.0073, 0.0016
Si, -0.0192, -0.0271, 0.0138
Si, -0.0071, 0.0032, -0.027
Si, -0.0016, -0.0012, -0.0218
Si, -0.0018, 0.0006, -0.0065
O, 0.0112, 0.0023, 0.0056
O, -0.01, 0.005, 0.0136
O, 0.013, -0.0015, -0.0062
O, -0.0035, 0.0001, 0.0094
O, -0.0072, -0.0057, -0.0033
O, -0.0019, 0.0001, 0.0138
O, -0.0008, 0.0062, 0.0055
O, 0.0033, 0.0005, 0.0133
O, -0.001, 0.002, 0.0126
O, -0.0034, 0.0052, 0.0104
O, 0.0228, -0.011, -0.0143
O, 0.0023, -0.0172, 0.0221
O, -0.0009, 0.0024, 0.0128
O, -0.008, 0.0326, -0.0415
O, -0.0026, 0.0068, 0.0173
O, 0.009, 0.0072, -0.0024
O, 0.0005, 0.0003, 0.0145
O, -0.0039, -0.0004, 0.0105
O, -0.0033, -0.0014, -0.0033
O, -0.0176, 0.0252, -0.0014
O, -0.0035, -0.0026, 0.0077
O, -0.0016, 0.0042, 0.0117
O, -0.0177, 0.0022, 0.0018
O, 0.0024, 0.0041, -0.0059
O, -0.0072, -0.0094, 0.0129
O, -0.0044, -0.0019, 0.0044
O, 0.0015, -0.0035, 0.0181
O, -0.0204, -0.0109, -0.0007
O, -0.0016, 0.0078, 0.018
O, -0.0154, -0.0012, 0.0109
O, 0.0006, 0.0091, 0.0186
O, -0.0136, -0.0165, -0.0021
O, -0.0004, -0.0025, 0.0252
O, 0.0151, -0.0599, 0.0152
O, -0.0795, 0.0176, 0.022
O, -0.0005, -0.0074, -0.0018
O, -0.0058, 0.0057, -0.0045
O, -0.0024, -0.0021, -0.002
O, -0.0013, -0.0058, 0.0143
O, 0.0019, 0.0053, 0.0124
O, 0.0038, 0.0196, 0.0559
O, 0.0137, 0.0026, 0.0068
O, -0.0018, 0.0054, 0.0112
O, -0.01, -0.0149, -0.0096
O, -0.0109, -0.0115, -0.0008
O, 0.0001, 0.0041, 0.0157
O, -0.0094, 0.1244, 0.1011
O, -0.0027, -0.0033, -0.0034
O, 0.0031, 0.0181, 0.0061
O, 0.0028, -0.0019, 0.0187
O, 0.0087, 0.0129, -0.0047
O, -0.0028, 0.0055, 0.0166
O, 0.0026, 0.0119, 0.0193
O, -0.0062, 0.0064, 0.0026
O, -0.0084, -0.0011, 0.0102
O, 0.0544, 0.0402, -0.0037
O, -0.032, -0.0919, 0.0108
O, -0.0064, 0.0016, -0.0027
O, -0.003, 0.0032, 0.0204
O, -0.001, 0.0099, 0.0149
O, -0.0018, -0.0042, 0.0106
O, 0.0008, -0.0002, 0.0154
O, 0.0007, 0.0042, 0.0231
O, 0.0414, 0.0502, 0.0568
O, -0.0014, 0.0293, -0.0014
O, -0.0012, 0.0205, 0.0128
O, -0.001, 0.0056, 0.0163
O, 0.0048, 0.0019, 0.0133

The program warned: the cutoff lies below the one the program advises for these potential files; the exchange-correlation potential is rough where the density is thin.
